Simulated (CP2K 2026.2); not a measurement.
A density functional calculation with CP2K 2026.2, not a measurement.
Periodic cell of 1022 atoms, Si736O286, from a study of silicon, its oxide and their interface. The atomic structure is a simulated model.
Doubt: the forces sum to 2.88 eV/angstrom along one axis rather than to zero, so they err by at least 0.0028 eV/angstrom per atom on average; the grid cutoff is modest.

Settings
functional: PBE
method: Gaussian and plane waves
basis set: DZVP-MOLOPT-SR-GTH
pseudopotentials: GTH-PBE
grid cutoff: 350 Ry, relative cutoff 50 Ry
k points: Gamma only
occupations: fixed
spin: none
net charge: 0

Cell vectors (angstrom)
a 30.7742 0 0
b 0 15.3871 0
c -1.8973 -5.5396 38.2115

Atoms and the computed forces on them: element, x, y, z (angstrom), force x, y, z (eV/angstrom)
Si 25.5079 9.3188 30.1456 -0.3434 0.2622 0.5543
Si 25.7039 -1.928 29.4144 -0.0501 0.1905 0.0458
Si 25.2655 2.2749 30.164 -0.1393 -0.0018 0.6382
Si 25.2386 6.202 30.145 -0.4502 -0.1835 0.5006
Si 28.6066 9.9026 30.0231 0.2088 -0.3426 0.5395
Si 28.8261 -2.4337 29.8271 0.2379 0.2676 0.5898
Si 28.4881 2.5793 29.9066 0.2897 -0.1562 0.6716
Si 28.0753 5.5519 29.6645 0.0255 0.0225 0.0687
Si 2.4527 9.5476 29.4253 -0.0348 -0.0167 0.0473
Si 2.4456 -1.6023 29.3043 -0.0998 -0.086 0.1254
Si 2.6235 1.4337 29.4475 -0.1507 0.1009 0.0845
Si 2.3981 6.531 29.8393 -0.3667 -0.2803 0.5293
Si 5.6176 10.0485 29.8581 0.0844 -0.0154 0.6273
Si 5.3988 -2.3218 29.0699 -0.0281 0.098 0.1526
Si 5.392 2.9769 29.5916 0.1412 -0.0627 0.1046
Si 5.438 6.0148 30.0544 0.4429 0.1711 0.4248
Si -1.233 9.7325 32.1807 -0.018 0.0318 0.0205
Si -1.2033 -1.8018 32.0106 0.0335 -0.0083 -0.017
Si -1.2603 2.1534 32.0232 -0.0527 0.0019 -0.0421
Si -1.1039 6.0648 32.1814 0.2657 -0.1726 0.5551
Si 1.1737 9.8927 32.2107 -0.1856 -0.2491 0.6697
Si 1.2309 -1.8617 32.1097 -0.2754 0.2047 0.6057
Si 1.1627 2.1436 32.031 -0.1772 0.0099 0.6581
Si 1.3293 6.0339 31.9602 0.0413 0.0206 -0.001
Si 6.4412 9.9134 32.1006 0.0479 -0.0108 0.0385
Si 6.236 -1.6135 31.9782 -0.3489 -0.0609 0.7587
Si 6.6652 2.2267 32.2352 0.119 -0.0014 0.6949
Si 6.6102 6.1113 32.0859 -0.013 0.0341 0.0514
Si 8.8837 9.8893 32.2688 -0.3373 -0.088 0.6458
Si 9.3674 -1.6638 32.1895 0.1908 -0.0021 0.8578
Si 9.0532 2.1459 32.3344 -0.2664 0.0686 0.7017
Si 9.0381 6.0365 32.0161 -0.0151 0.0071 -0.0242
Si 29.0117 -3.6693 33.3745 -0.0253 -0.0229 0.0055
Si 28.9792 0.1743 33.2405 -0.0429 0.0136 -0.0668
Si 29.0218 4.0762 33.3309 -0.0182 -0.0073 -0.0692
Si 29.0539 7.8877 33.5217 -0.0567 -0.0169 -0.0478
Si 1.81 -3.6451 33.5123 0.0196 -0.001 -0.0351
Si 1.8471 0.182 33.2254 -0.0093 -0.0036 -0.1156
Si 1.882 4.0876 33.2371 0.0304 -0.006 -0.1051
Si 1.8835 7.9145 33.3233 -0.0003 -0.0056 -0.0912
Si 5.8569 -3.552 33.3324 -0.0199 0.0467 -0.0872
Si 5.8835 0.2857 33.3363 -0.0151 0.0197 -0.0777
Si 5.9802 4.1845 33.357 0.0064 0.0014 -0.0644
Si 5.9572 7.9807 33.375 -0.0277 0.0014 -0.0825
Si 9.6068 -3.6119 33.4779 0.0243 0.0086 -0.0802
Si 9.6487 0.235 33.5364 -0.0092 -0.0212 -0.0852
Si 9.6123 4.157 33.3932 0.0286 -0.0228 -0.0772
Si 9.5565 7.9184 33.3973 0.0023 -0.0136 -0.0906
Si 27.0146 -3.6405 34.6432 -0.0067 -0.0011 0.0339
Si 27.0303 0.2087 34.6384 0.0364 -0.0012 0.0221
Si 27.0234 4.0769 34.6441 0.0216 -0.0058 0.0323
Si 27.0038 7.8851 34.702 0.0156 0.0104 0.05
Si -0.0083 -3.6322 34.9457 -0.0378 0.0009 -0.0498
Si 0.0383 0.1992 34.7548 -0.042 -0.0014 -0.0332
Si 0.0922 4.0867 34.7974 0.0062 -0.0118 -0.0123
Si 0.1342 7.9182 34.9191 0.0073 0.0156 -0.018
Si 3.8837 -3.6093 34.6494 0.0127 -0.0011 0.024
Si 3.852 0.2509 34.5636 -0.0085 -0.0256 0.0227
Si 3.9076 4.1079 34.5394 -0.0267 -0.0076 0.0381
Si 3.9083 7.9282 34.5836 -0.0165 0.0002 0.029
Si 7.7002 -3.5411 34.8479 -0.0428 0.0021 -0.0006
Si 7.7138 0.2115 34.8644 -0.0184 0.0377 -0.0014
Si 7.7754 4.1408 34.8728 -0.0048 -0.0301 -0.026
Si 7.7511 7.9461 34.8947 -0.0219 0.0006 -0.0513
Si 27.0075 9.8322 36.0608 0.0141 0.0056 -0.0173
Si 27.0116 -1.7121 36.0385 -0.0242 -0.0023 -0.0043
Si 27.0299 2.14 36.0298 -0.0203 0.008 -0.0274
Si 27.0154 5.9688 36.0793 -0.0341 -0.0043 0.0039
Si 0.0737 9.8324 36.2496 0.0148 -0.0014 0.0273
Si 0.0374 -1.6671 36.1871 0.0006 0.0035 0.0079
Si 0.0726 2.1359 36.1073 0.0088 0.0092 -0.0165
Si 0.0944 5.9722 36.197 0.0074 0.0011 0.0067
Si 3.915 9.8394 36.0159 -0.0054 0.0086 -0.0089
Si 3.8921 -1.662 36.0033 -0.0232 0.014 -0.0182
Si 3.8916 2.1806 35.9588 0.032 -0.0169 -0.0149
Si 3.9071 6.0052 35.9877 -0.0034 -0.0086 -0.0266
Si 7.7507 9.8968 36.1759 0.0214 0.0307 0.0141
Si 7.7275 -1.672 36.2323 0.0165 0.0167 0.0278
Si 7.7536 2.1741 36.1558 -0.0076 -0.045 0.0485
Si 7.7579 6.0301 36.2327 0.0006 -0.0032 0.0046
Si 28.8828 9.824 37.5105 -0.026 0.0004 0.0193
Si 28.8771 -1.6874 37.4956 -0.0212 0.0019 0.0272
Si -1.8587 2.1492 37.456 -0.0278 -0.0058 0.0264
Si 28.9098 5.9818 37.4927 -0.022 0.0049 0.0225
Si 2.0503 9.8537 37.4875 0.0097 -0.0047 0.0233
Si 2.0141 -1.6742 37.4537 0.028 -0.0133 0.0216
Si 2.0206 2.1568 37.4222 0.0216 0.0092 0.029
Si 2.0494 5.9906 37.4706 0.0333 0.0046 0.0176
Si 5.7959 9.8525 37.4654 -0.0314 0.0004 0.0201
Si 5.76 -1.6724 37.4827 -0.023 -0.0054 0.0171
Si 5.7804 2.1689 37.4284 -0.0144 0.0095 0.0075
Si 5.7788 6.0052 37.4671 -0.0499 -0.0158 0.0254
Si 9.7027 9.8626 37.4909 0.0081 0.0027 0.03
Si 9.7126 -1.6839 37.4931 0.0264 0.0025 0.0306
Si 9.7056 2.1541 37.4762 0.0088 -0.0081 0.0248
Si 9.7175 5.9983 37.5119 0.027 0.0014 0.0346
Si 0.0446 1.9081 11.5996 -0.0216 0.0119 -0.005
Si 0.0316 5.7678 11.5281 -0.0034 0.0012 -0.0227
Si 0.0213 9.6463 11.5557 -0.0108 -0.0051 -0.0143
Si 0.0202 13.4798 11.5938 -0.0011 -0.0115 -0.0266
Si 3.8734 1.9403 11.534 0.0111 0.0077 -0.0088
Si 3.8863 5.7807 11.4832 -0.0014 -0.0009 -0.0177
Si 3.8888 9.6433 11.4922 0.0208 -0.0089 -0.0093
Si 3.8956 13.5068 11.5409 -0.0038 -0.006 -0.0055
Si 7.734 1.939 11.4933 -0.0103 -0.0094 -0.0176
Si 7.7473 5.7847 11.47 -0.0023 0.0005 -0.021
Si 7.7312 9.6136 11.4443 0.0032 -0.0162 -0.0226
Si 7.7541 13.5098 11.5126 -0.0071 -0.0025 -0.0167
Si 11.6276 1.9172 11.5164 0.0121 0.0152 -0.0215
Si 11.6088 5.743 11.4899 0.0162 0.0015 -0.028
Si 11.6043 9.5815 11.4647 0.0146 -0.0065 -0.0226
Si 11.5939 13.4754 11.534 -0.0001 0.0061 -0.0131
Si 28.9097 1.8752 13.0039 -0.0162 -0.0126 0.034
Si 28.912 5.785 12.931 0.0135 0.0248 0.0087
Si 28.8796 9.6183 12.95 0.0305 -0.0155 0.0275
Si 28.8787 -1.8794 13.0003 0.013 -0.0017 0.0172
Si 1.9773 1.9383 12.9522 0.0171 -0.0163 0.0202
Si 1.967 5.753 12.8449 0.0031 0.0142 -0.013
Si 1.9732 9.6711 12.8611 -0.0187 -0.0034 0.0133
Si 1.9686 13.4805 12.9123 0.0082 0.0207 0.0146
Si 5.8105 1.9377 12.8618 0.0088 0.0033 0.0193
Si 5.8189 5.8034 12.8107 0.0036 0.012 0.0005
Si 5.8289 9.6257 12.8151 -0.0239 -0.0011 0.0102
Si 5.8386 -1.8184 12.8781 0.0214 -0.0075 0.0111
Si 9.6785 1.9919 12.8108 0.0066 0.0066 -0.0149
Si 9.6776 5.7736 12.8175 -0.0149 -0.0291 0.0064
Si 9.6641 9.6076 12.762 -0.0329 -0.0134 -0.0055
Si 9.6713 13.4855 12.8872 -0.0113 -0.0117 0.032
Si 28.9103 -0.0094 14.4869 0.0189 0.0224 -0.0063
Si 28.9271 3.8537 14.2716 -0.0091 -0.0079 -0.0421
Si 28.9194 7.6939 14.3329 -0.0205 0.0077 -0.0367
Si 28.8053 11.5553 14.3026 -0.0239 -0.0114 -0.0164
Si 1.985 -0.0068 14.304 -0.0095 -0.0302 -0.0174
Si 1.9781 3.8931 14.2896 -0.0083 -0.0212 0.0367
Si 1.9429 7.705 14.1236 -0.0131 0.0099 -0.0593
Si 1.9806 11.5662 14.2768 0.0252 0.0212 0.0282
Si 5.8095 0.0865 14.3165 -0.0114 0.0077 -0.0022
Si 5.8271 3.8893 14.1511 -0.0048 0.0089 -0.0375
Si 5.8037 7.7059 14.1815 0.0028 -0.0005 -0.0306
Si 5.8592 11.5856 14.1011 0.0415 -0.0122 -0.038
Si 9.6987 0.1025 14.1563 -0.0102 0.0014 -0.0411
Si 9.6494 3.8886 14.2117 -0.0123 -0.0122 0.0077
Si 9.6883 7.712 14.1219 0.0278 0.021 -0.0148
Si 9.6362 11.4776 14.1511 -0.0035 0.0023 -0.0229
Si 0.1553 0.0157 15.7942 -0.0143 -0.0077 0.0329
Si 0.0353 3.9036 15.6574 -0.0374 0.0015 0.032
Si 0.1426 7.7006 15.6119 0.0327 0.0087 0.0482
Si -0.0223 11.5441 15.5685 0.0035 0.0061 0.0459
Si 3.8695 0.0186 15.7089 0.0334 -0.0587 0.0276
Si 3.9699 3.9099 15.5583 0.0234 0.0178 0.0428
Si 3.8193 7.7109 15.4691 -0.0113 -0.0084 -0.0086
Si 4.0261 11.6007 15.4962 0.0074 -0.0014 -0.0051
Si 7.8347 0.1886 15.5392 0.025 0.0163 0.0029
Si 7.697 3.9568 15.5476 -0.0116 -0.0054 0.0295
Si 7.7829 7.725 15.4517 0.0272 0.0067 0.0254
Si 7.726 11.5881 15.4958 0.0057 -0.0011 -0.0201
Si 11.4282 0.0871 15.7548 -0.0229 -0.0312 0.0993
Si 11.582 3.8707 15.552 0.0555 0.0074 0.038
Si 11.5307 7.7133 15.5784 -0.0336 0.0108 -0.0002
Si 11.4482 11.5169 15.6368 -0.0106 0.0626 0.0232
Si 0.1993 2.0401 17.0938 0.048 -0.0439 0.0122
Si 0.0926 5.8201 17.0528 -0.0248 0.0362 -0.0458
Si 0.0868 9.6453 16.9411 -0.025 -0.0288 -0.0238
Si 0.2088 -2.0323 17.0341 0.4013 0.0844 -0.4399
Si 3.8812 2.0369 16.9774 -0.0216 -0.0215 0.0078
Si 3.882 5.8524 16.8997 0.0141 0.0008 -0.021
Si 3.9407 9.646 16.7612 0.011 0.0074 -0.0437
Si 4.1635 -1.9818 17.013 0.0327 0.0539 -0.0912
Si 7.816 2.1311 17.0029 0.0014 -0.0603 0.0236
Si 7.7181 5.8885 16.9019 -0.0007 -0.011 -0.0094
Si 7.7046 9.6172 16.8075 0.0027 0.0492 0.0432
Si 8.1786 -1.8158 16.688 0.0491 -0.0539 -0.0013
Si 11.4623 2.107 17.0873 0.0401 -0.0593 -0.0012
Si 11.5038 5.7805 16.899 -0.0198 0.0153 -0.0252
Si 11.5331 9.5723 17.038 0.0111 0.0014 0.0503
Si 10.6802 -1.9187 16.8215 -0.2059 0.1319 -0.6257
Si 29.1177 1.722 18.4796 -0.0982 0.0796 -0.8167
Si 28.9782 6.5188 18.3418 0.0358 0.1396 -0.6184
Si 29.055 8.9582 18.3285 -0.1166 -0.1059 -0.5931
Si 29.6324 -1.2699 19.5946 0.1251 -0.0181 -0.1502
Si 2.0882 2.8539 18.3361 -0.0179 0.1362 -0.5755
Si 2.0471 5.3084 18.2909 -0.0245 0.0171 0.0795
Si 2.0903 10.2704 18.0189 0.0148 -0.0425 0.024
Si 2.208 12.6962 18.1654 0.021 0.0209 -0.0064
Si 5.8522 1.682 18.1774 0.0002 0.2458 -0.7137
Si 5.7833 6.5722 18.0681 0.0148 0.2465 -0.6247
Si 5.802 9.0574 18.0387 -0.0362 -0.3245 -0.5601
Si 6.2963 -1.4943 18.1296 0.0109 -0.2906 -0.6457
Si 9.6001 2.9216 18.401 -0.0158 0.0227 0.0073
Si 9.6044 5.3549 18.2243 -0.0455 -0.2285 -0.5313
Si 9.5184 9.6749 18.2787 0.0968 -0.2056 -0.7574
Si 10.2955 12.3742 19.4974 0.06 -0.0612 -0.0491
Si 0.3376 7.7594 26.033 -0.0163 -0.0227 -0.016
Si -1.0513 -0.2677 25.1496 0.0224 0.027 0.0526
Si 0.8253 3.1453 25.5535 -0.0504 0.1018 -0.0471
Si 2.1147 9.5342 20.1857 0.0309 0.0408 -0.6192
Si 6.3598 11.7384 22.6006 -0.0646 0.0259 -0.0359
Si 25.1135 4.0048 23.8599 0.0401 -0.0714 0.0968
Si 1.8095 -1.6054 20.1969 0.095 -0.3971 -0.5551
Si 6.0628 6.754 20.9916 0.098 -0.0956 -0.1152
Si 2.1706 5.6058 26.9604 -0.0932 -0.0538 0.1078
Si 5.2569 2.2256 21.1343 0.0557 -0.1093 -0.0698
Si 5.0388 9.5713 20.9269 0.0387 0.1062 -0.2308
Si 11.9741 11.5943 25.9696 -0.0042 -0.02 -0.0231
Si 7.8811 0.8757 22.1064 0.0763 -0.0284 -0.1629
Si 10.6517 2.5369 25.4706 -0.1089 0.0902 0.0276
Si 14.2939 7.7129 23.1277 0.1089 0.0335 -0.077
Si 2.4959 1.2621 20.9353 -0.0884 0.1054 -0.0139
Si 1.9362 6.286 20.4734 0.0883 -0.2272 -0.6791
Si 3.1967 11.3221 25.0598 0.0665 0.0023 -0.036
Si 7.7645 -1.947 20.7125 -0.0399 -0.0178 -0.1514
Si 9.8716 2.7988 20.7717 -0.0057 -0.0258 -0.6992
Si 8.9749 0.0849 24.8459 -0.0048 -0.0472 0.0448
Si 14.9568 4.8578 22.4016 0.1018 0.0281 -0.034
Si 9.1396 7.4052 20.5268 0.066 -0.1386 -0.2326
Si 0.9742 10.665 26.8955 0.1 -0.1257 0.1206
Si 28.6058 7.7678 27.6993 0.0858 0.0986 0.0503
Si 28.8435 2.8294 21.2947 0.0355 -0.0506 -0.0856
Si 3.9963 -1.2624 25.3059 -0.0801 -0.0076 0.0084
Si 4.4057 5.7327 25.0782 -0.0329 -0.0255 -0.0138
Si 27.3691 8.8371 25.1182 0.0639 -0.0092 0.1494
Si 4.7345 8.5649 25.4574 0.0533 0.0004 0.0781
Si 4.2716 4.9877 22.2817 -0.0333 0.1473 -0.0299
Si 7.6531 8.4296 25.1771 -0.0467 -0.0128 0.1373
Si 12.5126 -3.069 21.3984 0.1111 -0.0805 -0.1176
Si 13.6221 1.954 26.2845 0.0251 0.0858 0.1436
Si 8.3362 11.3628 24.8269 -0.0298 -0.0305 -0.1111
Si 5.9009 2.1567 26.852 0.0063 -0.0224 -0.015
Si 10.7457 -2.2557 23.912 -0.0947 -0.0481 -0.0838
Si 2.8904 1.2615 26.52 -0.022 -0.1122 0.0414
Si 24.3689 4.3769 28.0911 -0.0113 -0.0016 0.0197
Si 0.2441 1.7029 23.1376 -0.0476 0.0893 -0.0557
Si -0.6677 10.0666 21.1489 -0.0968 -0.0448 -0.1768
Si 9.7471 7.1777 23.4997 -0.1248 0.0559 -0.1156
Si -0.0871 -2.0536 27.5157 -0.0804 0.0828 0.0871
Si 6.3532 7.8675 27.8415 0.0212 -0.048 -0.0938
Si 6.6647 -0.6898 26.6261 -0.0629 -0.1085 0.0309
Si 9.3219 -3.7181 27.5887 0.0366 0.0055 0.0288
Si 7.1333 4.3736 25.3891 -0.0255 -0.0049 0.0495
Si 3.5915 -2.4302 22.715 -0.0432 0.0028 -0.0118
Si 9.7232 9.3211 29.3175 -0.0266 -0.0775 0.1607
Si 10.1649 -1.3228 29.2562 0.0167 0.0459 0.1527
Si 9.8734 1.7272 29.2678 -0.0102 0.0189 0.1691
Si 9.9067 6.3439 29.7959 -0.2817 -0.0942 0.6053
Si 12.7034 9.9772 29.4776 -0.008 0.0296 0.1498
Si 12.962 -2.2155 29.298 0.0273 -0.0278 0.1652
Si 12.892 2.7034 29.1615 0.0788 -0.0018 0.2736
Si 12.9645 5.8833 29.4477 0.0219 -0.0069 0.1335
Si 18.2447 9.443 30.1727 -0.1558 -0.0317 0.6714
Si 18.5057 -1.5843 29.5899 0.0314 0.021 0.1802
Si 18.1881 1.5428 29.3927 -0.0494 0.03 0.1117
Si 17.9636 6.3586 29.5461 0.028 0.1118 0.1782
Si 21.3049 10.0821 29.9912 0.3078 -0.205 0.5542
Si 21.5462 -2.2255 29.87 0.1495 0.0408 0.6795
Si 21.2062 2.3824 29.9897 0.2209 -0.0259 0.5738
Si 20.8344 5.4208 29.5242 0.0799 0.0198 0.1505
Si 13.9516 9.7461 32.2601 -0.0922 0.0829 0.7536
Si 14.0237 -1.7069 32.1496 -0.19 -0.0487 0.8391
Si 14.1956 2.1564 32.0709 0.2765 0.0259 0.6466
Si 14.2792 5.9967 32.3054 0.1429 -0.0807 0.7296
Si 17.0704 9.7354 32.1891 0.5592 -0.0288 0.1243
Si 17.1142 -1.7877 32.3312 0.0971 0.0617 0.7815
Si 16.6418 2.0948 32.071 -0.2044 0.0009 0.6747
Si 16.6654 5.9373 32.3541 -0.1441 0.0418 0.7313
Si 22.056 9.7675 32.183 0.0111 0.0294 0.011
Si 21.9968 -1.7661 32.139 0.0398 -0.0391 0.0245
Si 21.9776 2.1691 32.1894 0.0369 -0.023 0.0606
Si 21.9235 5.9896 32.3923 0.291 -0.1201 0.6046
Si 24.4592 9.7891 32.2002 0.0002 0.0345 -0.0029
Si 24.4263 -1.6281 32.2244 -0.3246 -0.2039 0.5342
Si 24.3903 2.1394 32.2977 -0.0386 0.0451 -0.0035
Si 24.3049 5.9787 32.2715 -0.0621 -0.0217 0.0309
Si 13.5923 -3.6422 33.4419 -0.0004 0.0086 -0.1021
Si 13.6265 0.2548 33.3872 0.001 0.014 -0.0772
Si 13.6248 4.0332 33.4089 0.0112 -0.0263 -0.0824
Si 13.6267 7.8588 33.5707 0.0018 -0.0164 -0.0729
Si 17.402 -3.746 33.546 0.0091 0.0579 -0.0338
Si 17.3312 0.2558 33.4432 -0.0031 0.0148 -0.0716
Si 17.307 3.9601 33.4165 0.0163 -0.0376 -0.0837
Si 17.3468 7.8491 33.5458 -0.0074 -0.0328 -0.0612
Si 21.4291 -3.6765 33.4173 -0.0375 0.0017 -0.0489
Si 21.36 0.1937 33.3531 -0.0281 -0.0077 -0.0665
Si 21.352 4.017 33.5257 0.0165 0.0313 -0.0821
Si 21.3844 7.9385 33.5393 -0.0489 -0.0047 -0.0705
Si 25.014 -3.6238 33.3853 0.0276 0.0074 -0.0802
Si 24.9518 0.2286 33.5433 0.0071 0.014 -0.0646
Si 24.9557 4.077 33.4934 0.0297 -0.0099 -0.0601
Si 24.9669 7.8889 33.5012 0.0286 -0.0148 -0.0038
Si 11.6131 -3.6387 34.7354 0.0013 0.0064 0.0506
Si 11.663 0.2415 34.7323 0.0239 -0.0407 0.0334
Si 11.6166 4.0906 34.6688 -0.0018 -0.0051 0.0071
Si 11.5658 7.9028 34.7021 -0.0219 0.0188 0.0564
Si 15.4663 -3.681 34.894 0.0161 0.0135 0.0213
Si 15.4644 0.2114 34.875 -0.0025 0.0118 0.0159
Si 15.4658 4.0005 34.8921 0.0033 0.0082 0.0141
Si 15.4891 7.8956 34.9872 0.0198 -0.034 0.0183
Si 19.4258 -3.6784 34.7293 -0.0063 -0.0144 0.0341
Si 19.3594 0.2277 34.6673 -0.0042 -0.0196 0.005
Si 19.3108 4.0085 34.709 -0.0247 0.0242 0.0127
Si 19.3607 7.8946 34.7643 0.0028 0.0334 0.0501
Si 23.2155 -3.6373 34.9182 0.0008 0.0108 -0.027
Si 23.1053 0.2092 34.9528 -0.0406 -0.0082 -0.0374
Si 23.1649 4.0572 35.0053 0.012 0.0316 -0.0536
Si 23.1878 7.9231 35.0205 0.0333 -0.0174 -0.0421
Si 11.6091 9.821 36.0986 -0.0101 0.0181 -0.011
Si 11.6287 -1.6983 36.0952 -0.0057 -0.0011 -0.0131
Si 11.6212 2.1744 36.0838 -0.0222 -0.0074 -0.0229
Si 11.6049 5.987 36.0884 0.0199 0.0113 -0.0309
Si 15.4672 9.8266 36.2827 -0.0072 0.0066 0
Si 15.4747 -1.7292 36.1997 0.001 0 -0.0122
Si 15.462 2.1055 36.2463 0.0011 0.0054 0.0069
Si 15.4821 5.9316 36.2389 -0.0016 -0.0021 0.0478
Si 19.3577 9.8159 36.1423 -0.0003 -0.0022 -0.0194
Si 19.347 -1.7135 36.0618 0.0181 0.0141 -0.0172
Si 19.3414 2.1103 36.1099 0.0111 -0.0065 -0.0216
Si 19.3351 5.9421 36.1021 0.0084 -0.0017 -0.0103
Si 23.1878 9.8587 36.2944 0.0226 0.0162 -0.0013
Si 23.1566 -1.7212 36.2519 0.0045 0.0043 0.0173
Si 23.1491 2.1215 36.2898 -0.0143 -0.0022 0.0037
Si 23.1593 5.9833 36.3076 0.0114 -0.0047 0.0343
Si 13.4976 9.8192 37.536 -0.0148 -0.0189 0.0251
Si 13.5241 -1.7181 37.512 -0.0163 -0.0014 0.0165
Si 13.504 2.1425 37.5242 -0.0075 0.0185 0.0383
Si 13.5091 5.9739 37.5101 -0.0029 -0.0084 0.019
Si 17.4424 9.8327 37.5411 0.0255 -0.0122 0.0156
Si 17.4397 -1.7218 37.4896 0.0202 0.0132 0.0163
Si 17.4327 2.1091 37.5199 0.0118 0.0078 0.0278
Si 17.4393 5.9539 37.5279 0.003 0.0001 0.0107
Si 21.2283 9.8236 37.5723 -0.0294 0.0065 0.0317
Si 21.203 -1.7212 37.5363 -0.0248 -0.0027 0.0207
Si 21.2004 2.1294 37.5698 -0.028 0.0023 0.0352
Si 21.1961 5.9607 37.567 -0.013 0.0105 0.0196
Si 25.1523 9.8393 37.5403 0.0257 -0.0127 0.0266
Si 25.1342 -1.7035 37.5019 0.0278 -0.0014 0.0169
Si 25.1464 2.121 37.502 0.0445 0.0053 0.0198
Si 25.1411 5.9716 37.5388 0.0277 0.0078 0.0212
Si 15.4491 1.8535 11.6191 -0.0131 0.0187 -0.0064
Si 15.4326 5.7143 11.5418 0.0023 0.0084 -0.0152
Si 15.4119 9.5908 11.5577 -0.0096 0.021 -0.0081
Si 15.4225 13.4466 11.6206 0.0074 0.002 -0.0266
Si 19.2821 1.8659 11.6016 0.0128 0.0211 -0.011
Si 19.2854 5.7095 11.5482 -0.0006 -0.0072 -0.021
Si 19.2772 9.5617 11.5606 0.022 0.0081 -0.0123
Si 19.2968 13.4332 11.6052 0.0054 -0.0241 -0.0151
Si 23.1453 1.8925 11.6131 -0.0296 -0.0028 -0.012
Si 23.162 5.7336 11.5727 -0.0177 0.0025 -0.0206
Si 23.1266 9.5705 11.5453 -0.0079 -0.011 -0.0231
Si 23.1517 13.4568 11.6181 0.0122 -0.015 -0.0117
Si 27.0178 1.9222 11.5815 0.0214 -0.0006 -0.0091
Si 26.9995 5.7595 11.5587 0.0081 0.0129 -0.0192
Si 27.0052 9.5925 11.529 0.0016 -0.0031 -0.0197
Si 26.9853 13.475 11.5945 -0.004 0.0075 -0.0033
Si 13.5042 1.8344 12.9641 -0.0332 -0.0059 0.0377
Si 13.5042 5.7241 12.89 0.0007 0.0136 0.0138
Si 13.4662 9.5578 12.8979 -0.0158 -0.0221 0.0301
Si 13.4674 13.4819 12.9686 -0.01 0.0102 0.0313
Si 17.3791 1.8408 13.0082 0.0031 -0.0349 0.0259
Si 17.3561 5.6542 12.9003 0.0091 0.0156 -0.0158
Si 17.341 9.5556 12.9085 -0.0248 0.0047 0.0291
Si 17.3703 13.4092 12.9706 0.0052 0.0247 0.0215
Si 21.202 1.8496 12.9716 0.0193 -0.0037 0.0266
Si 21.2168 5.7286 12.8939 0.006 0.0203 0.0043
Si 21.2084 9.5554 12.912 -0.0107 -0.0221 0.0309
Si 21.2245 13.4746 12.9813 0.0125 -0.0001 0.0043
Si 25.1042 1.965 12.9389 -0.0044 0.0185 -0.0015
Si 25.0955 5.7381 12.9412 0.0045 -0.0331 -0.0005
Si 25.0771 9.5671 12.853 -0.0118 0.0149 -0.0146
Si 25.0846 13.4421 12.9915 -0.0092 -0.0142 -0.0251
Si 13.472 -0.0347 14.4602 0.0265 0.0176 -0.015
Si 13.5202 3.7955 14.243 0.0052 0.0082 -0.0378
Si 13.4992 7.6253 14.281 -0.01 0.0196 -0.0194
Si 13.3611 11.5015 14.2214 -0.0162 0.0074 -0.0237
Si 17.4117 -0.0964 14.4005 0.0145 -0.0242 -0.0397
Si 17.3726 3.781 14.3549 0.001 -0.0041 0.0345
Si 17.3038 7.5857 14.2037 -0.026 -0.0041 -0.0186
Si 17.3518 11.4612 14.2994 0.0097 0.026 -0.0167
Si 21.2007 -0.0227 14.4368 -0.0447 -0.0038 0.0101
Si 21.2334 3.8148 14.2476 0.0041 -0.0084 -0.0497
Si 21.1874 7.624 14.2802 0.0142 -0.0046 -0.0369
Si 21.2391 11.4956 14.2364 0.0041 0.0152 -0.0308
Si 25.1317 0.0548 14.2753 0.0159 -0.0295 -0.013
Si 25.1219 3.8607 14.3775 -0.0043 -0.0283 0.0072
Si 25.0918 7.6838 14.2463 0.0103 0.0258 -0.0056
Si 25.0803 11.4214 14.262 0.023 0.0248 -0.0124
Si 15.4948 -0.1258 15.7691 -0.0396 -0.0702 0.0114
Si 15.3907 3.7253 15.6735 -0.0531 0.0046 0.0227
Si 15.4393 7.4857 15.6364 0.0163 -0.0077 0.0051
Si 15.2944 11.3703 15.4896 -0.0023 -0.0262 0.0031
Si 19.2832 -0.0879 15.9012 0.0512 0.0025 0.0561
Si 19.3713 3.8088 15.6568 0.0442 0.0047 0.0418
Si 19.1893 7.5932 15.56 0.019 -0.0071 0.0044
Si 19.355 11.472 15.605 -0.0481 0.0073 0.0328
Si 23.2404 0.0964 15.6414 -0.0261 -0.0247 0.0297
Si 23.1151 3.882 15.6464 -0.0266 0.0182 0.0174
Si 23.1653 7.6608 15.5772 0.0065 0.0146 0.049
Si 23.1507 11.46 15.5981 -0.0132 0.021 0.0171
Si 26.9217 0.003 15.8365 -0.023 -0.0249 0.0506
Si 27.1035 3.8575 15.7378 0.0366 0.0134 0.0472
Si 26.9695 7.6909 15.6779 -0.0133 0.0098 0.0646
Si 26.9201 11.4638 15.7559 -0.0257 0.0306 0.0005
Si 15.4983 1.8406 17.1159 0.0279 -0.0508 -0.0143
Si 15.3869 5.5912 17.1175 -0.0064 0.0264 -0.0168
Si 15.3893 9.4582 16.8648 -0.0577 -0.07 -0.0192
Si 15.3961 -2.2157 16.9414 0.3875 0.1104 -0.3298
Si 19.3683 1.9783 17.1503 0.0024 -0.0578 -0.0196
Si 19.2558 5.7401 17.0074 -0.002 0.0264 -0.0052
Si 19.2713 9.5063 16.8858 0.0099 -0.004 -0.0784
Si 19.2729 -2.1618 17.2014 -0.3935 0.1196 -0.3258
Si 23.2892 2.0294 17.0714 0.0816 0.0167 0.0029
Si 23.1373 5.8064 17.0196 0.0006 -0.0241 -0.0372
Si 23.0907 9.5313 16.9863 0.0109 0.0135 0.0155
Si 23.7433 -1.9347 16.698 0.2022 0.0355 -0.6283
Si 27.0882 1.9661 17.1955 -0.0118 -0.0237 0.04
Si 27.0459 5.8148 17.1088 0.002 -0.0651 -0.062
Si 27.0104 9.5258 17.1787 0.0179 0.0115 0.0101
Si 26.1473 -2.0001 16.9235 -0.0819 0.091 -0.6949
Si 13.4459 1.6353 18.2806 -0.0164 0.1632 -0.7293
Si 13.3418 5.9407 18.3426 0.1269 -0.2257 -0.6606
Si 13.5248 9.0968 18.2529 -0.0767 0.1825 -0.7343
Si 13.8588 -1.2097 19.2277 -0.0269 -0.1592 -0.087
Si 17.4315 2.6689 18.3556 -0.0167 0.1576 -0.5287
Si 17.376 5.1259 18.3515 -0.0083 0.0334 0.0661
Si 17.3189 9.9625 18.0808 0.0466 -0.0645 0.1382
Si 17.2717 12.3415 18.1281 0.152 -0.0441 -0.5775
Si 21.4079 1.6846 18.4216 -0.112 0.3561 -0.6616
Si 21.1693 6.5085 18.1803 0.0338 0.2483 -0.6503
Si 21.1381 8.9995 18.2092 0.0005 -0.2686 -0.5411
Si 21.7354 -1.463 18.9314 0.0099 -0.1414 -0.0883
Si 25.1717 2.7943 18.3488 0.0085 0.1734 -0.6991
Si 25.0724 5.2507 18.307 0.0134 -0.1926 -0.6036
Si 24.9609 9.5357 18.4173 0.1166 -0.2136 -0.7791
Si 25.6589 12.2444 19.6901 0.0405 0.003 -0.0725
Si 16.1354 8.3525 25.3648 -0.0922 -0.0373 -0.0214
Si 15.4846 -0.3208 25.6653 0.0816 0.0321 0.0402
Si 15.9103 3.7268 25.1283 0.0389 -0.0472 0.0322
Si 17.2614 9.2733 20.3266 0.015 0.1306 -0.6755
Si 21.531 11.5687 23.0867 0.0158 -0.0085 -0.0244
Si 9.4441 4.2279 23.3165 0.007 -0.0471 -0.03
Si 16.6046 -1.3429 20.3373 -0.0295 -0.1587 -0.0247
Si 21.4751 6.6641 21.1412 0.1114 -0.0737 -0.0939
Si 17.3377 5.9463 26.6218 0.1093 -0.0817 -0.0172
Si 20.7977 2.1614 21.3197 0.1501 -0.0543 0.0567
Si 20.2566 9.4537 21.1263 0.0672 0.1126 -0.303
Si 26.2104 11.6197 25.5759 -0.1333 -0.0151 0.0904
Si 24.6686 0.0265 23.1665 0.0286 -0.0176 0.0294
Si 26.3826 2.8755 26.3496 -0.1545 -0.0412 0.0819
Si -0.9366 7.9514 23.4094 -0.0116 -0.0886 0.0016
Si 18.1545 1.0025 20.8281 -0.0049 0.119 -0.0783
Si 17.2634 6.0331 20.5613 0.1149 -0.2781 -0.6699
Si 18.1327 10.5765 25.3395 0.06 -0.0185 0.0687
Si 23.2932 -2.0991 21.4427 0.0217 -0.0053 -0.2325
Si 25.6974 2.2877 21.4399 0.0563 0.1294 -0.1094
Si 25.0738 0.4142 27.7881 0.0987 0.1126 0.021
Si 29.7014 5.7517 21.3391 0.0167 0.1667 -0.2327
Si 24.5651 7.2061 20.6339 0.0203 -0.1036 -0.2092
Si 17.3098 -4.0161 28.0389 0.1592 0.0525 0.108
Si 13.671 8.0924 27.421 -0.022 -0.0111 0.034
Si 12.9692 3.6341 20.521 -0.1519 0.1654 -0.185
Si 20.2359 -0.1001 25.7529 0.0387 0.0032 -0.003
Si 19.7763 5.4114 25.081 0.0458 -0.0452 0.0123
Si 11.989 8.7271 25.0408 0.0557 -0.0061 0.0424
Si 20.2069 8.3152 25.2031 0.0906 0.0027 0.1892
Si 19.6621 4.8232 22.2817 -0.0267 0.0978 -0.0312
Si 23.1238 8.1631 25.1816 -0.0108 -0.062 0.112
Si 28.0009 -3.061 21.4055 0.1409 -0.0594 -0.013
Si 29.1168 2.0116 27.0436 -0.0172 -0.0025 0.0993
Si 23.4887 11.0466 25.375 -0.0273 0.0735 -0.0222
Si 22.1898 1.4233 24.0785 -0.0332 0.0605 -0.0731
Si 27.2139 -1.5834 24.0407 0.0174 0.0765 -0.0651
Si 17.6924 1.5536 26.4309 -0.0221 -0.0025 0.1007
Si 9.2185 4.0843 27.5952 0.0316 0.0108 0.1
Si 16.9375 -0.4127 22.97 -0.0115 -0.0644 0.0032
Si 14.3973 9.9747 21.0753 0.0144 0.0661 -0.0995
Si 25.3415 6.9513 23.5818 -0.099 0.0351 -0.078
Si 14.6968 -2.8738 27.0623 -0.0535 0.1771 0.0338
Si 21.6324 7.8285 27.7434 0.0246 0.1233 0.083
Si 22.2626 0.0882 28.1002 0.0744 -0.0366 0.0902
Si 24.6242 11.0958 28.0115 -0.0691 -0.0101 -0.0974
Si 22.5131 4.0102 25.613 0.0833 -0.0342 0.079
Si 19.1608 -2.2359 24.1506 -0.0121 -0.0715 -0.0014
Si 0.0222 13.4418 0.6526 0.0055 0.0011 -0.0066
Si 0.0226 1.9184 0.639 0.0142 0.0006 -0.0158
Si 0.0206 5.7789 0.6342 0.0052 -0.0102 -0.0116
Si 0.0345 9.5976 0.6347 0.0215 0.0033 -0.0139
Si 3.9258 13.4593 0.624 -0.0184 0.0042 -0.0127
Si 3.9214 1.941 0.6188 -0.0072 -0.0104 -0.0159
Si 3.9166 5.787 0.6053 -0.0137 0.001 -0.0181
Si 3.9214 9.603 0.6101 -0.0192 0.0046 -0.0121
Si 7.7033 13.4684 0.6212 0.018 -0.0011 -0.0129
Si 7.6916 1.9305 0.6205 0.0121 0.0051 -0.0101
Si 7.6954 5.7988 0.615 0.0155 -0.0171 -0.0138
Si 7.6967 9.6152 0.6117 0.008 0.0048 -0.0111
Si 11.6077 13.472 0.6425 -0.0171 -0.0011 -0.0118
Si 11.6093 1.9313 0.644 -0.0089 0.003 -0.0081
Si 11.6072 5.7773 0.64 -0.0153 -0.0038 -0.0109
Si 11.6023 9.6065 0.6454 -0.0188 -0.0008 -0.0103
Si 15.4203 13.4311 0.6692 0.0228 0.0167 -0.0115
Si 15.4157 1.904 0.6678 0.0194 -0.0031 -0.0126
Si 15.417 5.7489 0.6606 0.0036 0.0086 -0.0198
Si 15.4173 9.6007 0.6731 0.0072 -0.0121 -0.0157
Si 19.3217 13.4297 0.6686 -0.0118 0.0133 -0.0128
Si 19.3248 1.9113 0.6726 -0.0168 -0.0024 -0.0128
Si 19.3194 5.7294 0.6666 -0.0061 -0.0031 -0.0207
Si 19.323 9.5736 0.6775 0.0126 -0.0014 -0.0171
Si 23.114 13.4325 0.701 0.0147 -0.0045 -0.0038
Si 23.1075 1.906 0.6983 0.002 -0.0008 -0.0053
Si 23.1103 5.7353 0.6931 0.0178 0.0112 -0.0015
Si 23.1083 9.5862 0.7149 0.0127 -0.0121 0.0006
Si 27.0217 13.4443 0.6748 -0.0081 -0.0034 -0.0044
Si 27.0213 1.9215 0.6695 -0.0114 -0.0085 -0.0085
Si 27.0212 5.7503 0.6632 -0.0125 -0.002 -0.0062
Si 27.0185 9.58 0.6669 -0.0169 0.0045 -0.0087
Si 1.9791 13.4594 1.9711 0.0038 0.0057 0.0071
Si 1.9753 1.9246 1.9648 0.0004 -0.0019 0.0061
Si 1.9744 5.7769 1.9624 0.0031 0.0022 0.0061
Si 1.9812 9.6127 1.9677 0.0013 0.0024 0.0095
Si 5.8146 13.4683 2.0166 -0.0059 -0.0024 0.017
Si 5.8071 1.9332 2.0174 -0.005 0.0024 0.0178
Si 5.805 5.7877 2.0081 -0.0042 0.0058 0.022
Si 5.8093 9.6116 2.0095 0.0016 -0.01 0.0224
Si 9.6536 13.4619 1.9673 -0.001 -0.0085 0.0041
Si 9.6487 1.9282 1.9616 -0.0007 -0.0019 0.0001
Si 9.649 5.7785 1.9623 0.0027 -0.0014 0.0076
Si 9.6463 9.6135 1.9662 0.0014 -0.0061 0.0081
Si 13.5091 13.4512 2.032 -0.0007 0.0008 0.0169
Si 13.5089 1.9145 2.0345 -0.005 0.0067 0.0167
Si 13.5096 5.7594 2.0308 -0.0027 -0.0074 0.0141
Si 13.5054 9.6003 2.0351 0.0053 -0.0014 0.016
Si 17.3724 13.434 2.0044 -0.0045 0.0027 0.0104
Si 17.3697 1.8996 2.0011 0.0004 0.0011 0.0063
Si 17.3676 5.7425 2.0025 0.003 -0.0022 0.0035
Si 17.3702 9.5906 2.0098 -0.005 0.0102 0.0004
Si 21.2088 13.4348 2.0715 0.0029 0.0069 0.0159
Si 21.2092 1.9008 2.0755 0.0028 0.0075 0.0188
Si 21.2081 5.7367 2.0699 -0.0026 -0.0059 0.0211
Si 21.2055 9.5824 2.0842 0.0011 0.0025 0.0214
Si 25.0713 13.4364 2.0175 0.0032 -0.0076 0.0051
Si 25.0692 1.9085 2.0122 0.0023 0.0039 0.0018
Si 25.0701 5.7473 2.0107 -0.0011 -0.0006 0.0086
Si 25.0733 9.5878 2.0205 -0.0043 -0.0002 0.0113
Si 28.912 13.446 2.055 0.0033 -0.0061 0.0176
Si 28.9144 1.9193 2.0476 0.0018 0.0066 0.0201
Si 28.9134 5.7665 2.0451 0.0019 0.0065 0.0281
Si 28.9174 9.5963 2.0401 0.0013 -0.0046 0.0228
Si 1.9727 0.0005 3.3352 -0.0019 -0.0023 -0.0198
Si 1.9714 3.8497 3.3318 0.0047 -0.006 -0.0232
Si 1.9726 7.6947 3.3423 -0.0035 0.0036 -0.0234
Si 1.9746 11.5374 3.3399 -0.0031 -0.0013 -0.0204
Si 5.8095 0.0061 3.3701 -0.0039 -0.0018 -0.0119
Si 5.8102 3.8603 3.3637 0.0106 -0.0053 -0.0094
Si 5.8095 7.6995 3.3781 0.0037 0.0003 -0.0075
Si 5.8133 11.5401 3.3647 -0.0012 -0.0004 -0.0119
Si 9.6593 0.0018 3.3315 -0.0009 -0.0018 -0.0226
Si 9.6571 3.8504 3.3303 -0.0033 0.0041 -0.0089
Si 9.6596 7.6942 3.3417 -0.0034 0.0008 -0.0163
Si 9.6594 11.5383 3.3367 -0.0012 0.0001 -0.0148
Si 13.5183 -0.013 3.385 0.0109 0.0003 -0.0119
Si 13.5148 3.8359 3.3854 0.002 -0.001 -0.0077
Si 13.5177 7.6792 3.3916 0.0057 0.0034 -0.0105
Si 13.5114 11.5266 3.3859 -0.007 0.003 -0.0143
Si 17.3737 -0.0263 3.3669 0.0091 0.0004 -0.0102
Si 17.3685 3.8189 3.3712 -0.0082 -0.0012 -0.0142
Si 17.3711 7.6656 3.3744 0.0056 0.0075 -0.0183
Si 17.3729 11.5148 3.377 0.009 -0.0012 -0.0161
Si 21.2097 -0.0278 3.4227 -0.0155 0.0022 -0.0075
Si 21.2103 3.8196 3.4291 -0.0026 0.0005 -0.0075
Si 21.2084 7.6576 3.4318 -0.0013 0.0035 -0.0062
Si 21.2093 11.5128 3.4275 -0.0049 -0.0022 -0.0118
Si 25.0619 -0.0201 3.3759 -0.0051 -0.0028 -0.022
Si 25.0653 3.827 3.3829 0.0035 0.0037 -0.0196
Si 25.0615 7.6665 3.3864 -0.0005 -0.001 -0.015
Si 25.0662 11.5152 3.3853 0.0079 0.0016 -0.0147
Si 28.9051 -0.0089 3.3971 0.004 -0.0035 -0.0146
Si 28.9099 3.8418 3.398 0.0062 -0.0007 -0.0131
Si 28.9047 7.684 3.4055 -0.0034 -0.0018 -0.0088
Si 28.906 11.5205 3.3987 -0.007 0.0056 -0.0115
Si 0.0651 -0.0024 4.7282 -0.001 0.0041 0.0162
Si 0.0678 3.8444 4.73 -0.0075 0.0015 0.0142
Si 0.066 7.6943 4.7369 0.0009 -0.0019 0.0186
Si 0.0648 11.5374 4.7317 -0.0028 0 0.0152
Si 3.8801 0.0051 4.7179 0.0021 -0.0016 0.0143
Si 3.8799 3.8527 4.7137 -0.0002 0.0013 0.0139
Si 3.8791 7.7016 4.727 0.0015 -0.0014 0.0171
Si 3.8853 11.546 4.7181 0.0025 0.0047 0.0148
Si 7.7462 0.0042 4.7092 -0.0057 0.0029 0.0116
Si 7.7429 3.8519 4.7067 -0.0139 0.001 0.0114
Si 7.7457 7.698 4.7189 -0.0043 -0.0061 0.0186
Si 7.7444 11.5442 4.7122 -0.0078 -0.0039 0.0145
Si 11.5782 -0.0089 4.714 0.001 0.0004 0.0073
Si 11.5772 3.838 4.7133 0.0136 -0.0042 0.0081
Si 11.5797 7.686 4.7243 0.0039 -0.0053 0.0172
Si 11.5778 11.5329 4.7205 0.0111 -0.0026 0.0139
Si 15.4527 -0.0242 4.7331 -0.0057 0.0037 0.0095
Si 15.4484 3.8209 4.7358 -0.0064 0.0004 0.0126
Si 15.4516 7.6722 4.7423 -0.0042 -0.004 0.0138
Si 15.4465 11.5195 4.7364 -0.0048 0.0032 0.0128
Si 19.2779 -0.031 4.7641 0.0027 -0.0003 0.0167
Si 19.2753 3.8135 4.7661 0.003 -0.0002 0.0158
Si 19.2749 7.6621 4.7736 0.0011 -0.0017 0.0179
Si 19.2793 11.5125 4.7712 0.0064 0.0089 0.0166
Si 23.148 -0.0262 4.7601 -0.0012 0.0032 0.0099
Si 23.1484 3.8197 4.7633 -0.0097 0.0011 0.0114
Si 23.1464 7.6646 4.7697 0.0002 -0.0036 0.0165
Si 23.147 11.5151 4.7644 -0.0049 0 0.0138
Si 26.9754 -0.0145 4.7498 0.0062 0.0018 0.0103
Si 26.9819 3.8324 4.7525 0.0099 -0.0008 0.0153
Si 26.9758 7.6781 4.7603 0.0054 0.0041 0.0189
Si 26.9803 11.5244 4.7567 0.0088 -0.0055 0.0161
Si 0.0539 13.4641 6.0919 0.0051 0.0008 -0.0186
Si 0.0544 1.9194 6.0903 0.0123 -0.0018 -0.0181
Si 0.0586 5.7667 6.0901 0.007 -0.0005 -0.0182
Si 0.0554 9.621 6.0984 0.0044 0.0013 -0.0167
Si 3.8813 13.4711 6.0807 -0.0085 -0.0024 -0.0168
Si 3.8809 1.929 6.0777 -0.0076 -0.0042 -0.0146
Si 3.8745 5.7725 6.0798 -0.0028 -0.0036 -0.0126
Si 3.8815 9.6297 6.0866 -0.0084 0.0005 -0.0166
Si 7.7444 13.4702 6.073 0.0084 -0.0056 -0.0169
Si 7.7435 1.9275 6.0675 0.0117 -0.0014 -0.0141
Si 7.7427 5.7694 6.0717 0.0178 -0.0083 -0.0096
Si 7.7457 9.6253 6.0776 0.0085 0.0011 -0.0136
Si 11.5901 13.4579 6.0806 -0.01 -0.0014 -0.0167
Si 11.5913 1.9131 6.0746 -0.0088 0.003 -0.0159
Si 11.5926 5.7557 6.0787 -0.013 -0.0056 -0.0094
Si 11.5913 9.6125 6.0851 -0.006 0.0069 -0.0132
Si 15.4517 13.442 6.0997 0.0106 0.0056 -0.0179
Si 15.4527 1.8945 6.0966 0.011 0.0028 -0.0137
Si 15.4555 5.7421 6.0956 0.0071 0.0042 -0.0178
Si 15.4514 9.599 6.1027 0.0087 0.0057 -0.0175
Si 19.2842 13.4363 6.1325 -0.0106 0.0039 -0.0119
Si 19.2848 1.8885 6.1291 -0.0116 0.0005 -0.0109
Si 19.2777 5.733 6.1304 -0.0076 -0.0002 -0.01
Si 19.2826 9.59 6.1348 -0.0055 0.0067 -0.0121
Si 23.1418 13.4398 6.128 0.01 -0.0033 -0.0155
Si 23.1438 1.895 6.1249 0.0064 0.0025 -0.0146
Si 23.1425 5.738 6.1289 0.0094 -0.0056 -0.01
Si 23.1405 9.5935 6.1293 0.0039 0.0033 -0.0132
Si 26.976 13.4525 6.1152 -0.0093 -0.0021 -0.0197
Si 26.9773 1.9073 6.1124 -0.0077 0.0002 -0.0196
Si 26.9788 5.7514 6.1181 -0.0094 -0.005 -0.0141
Si 26.974 9.6052 6.1199 -0.0115 0.0042 -0.0144
Si 1.9664 13.4717 7.4589 0.0018 -0.0012 0.0142
Si 1.9661 1.9259 7.4559 -0.0074 0.0048 0.0177
Si 1.9635 5.7723 7.4635 -0.0107 -0.0049 0.0179
Si 1.9675 9.6373 7.466 0.005 0.0019 0.0197
Si 5.8135 13.482 7.4268 -0.0053 0.0048 0.0137
Si 5.8142 1.9279 7.4225 0.002 0.0016 0.0118
Si 5.8077 5.7734 7.4188 -0.0103 0.0045 0.0136
Si 5.8149 9.6359 7.431 0.0001 -0.0098 0.0142
Si 9.6683 13.4641 7.437 0.0011 0.0067 0.02
Si 9.6683 1.9235 7.4273 -0.0012 -0.0002 0.0103
Si 9.6683 5.7562 7.4294 -0.0062 0.001 0.0184
Si 9.669 9.6262 7.441 0.001 -0.0075 0.0208
Si 13.5202 13.4526 7.4455 0.0011 0.0008 0.0105
Si 13.5208 1.8933 7.44 -0.003 0.0003 0.0096
Si 13.5272 5.7421 7.4379 0.0213 -0.0013 0.0126
Si 13.5211 9.6049 7.45 0.0014 -0.0091 0.017
Si 17.3596 13.4316 7.4897 -0.0018 -0.0015 0.014
Si 17.3601 1.8828 7.4855 -0.011 0.0021 0.0172
Si 17.356 5.7276 7.4918 -0.0165 -0.0069 0.0186
Si 17.3578 9.5963 7.4941 -0.0048 0.0007 0.0191
Si 21.2146 13.4383 7.4916 -0.0031 0.0038 0.0154
Si 21.2172 1.8825 7.4864 0.0053 0.0058 0.0113
Si 21.21 5.7272 7.4821 -0.0056 0.0035 0.015
Si 21.214 9.5895 7.4925 0.0061 -0.0074 0.0154
Si 25.0618 13.4459 7.4938 0.0051 0.004 0.0185
Si 25.064 1.9037 7.4892 0.0035 -0.0023 0.0109
Si 25.0632 5.7382 7.4922 0.0017 0.0028 0.0219
Si 25.0596 9.6071 7.4959 0.0099 -0.0028 0.0188
Si 28.9062 13.4682 7.4624 0.0013 0.0016 0.0124
Si 28.9068 1.9095 7.4603 -0.0037 0.0016 0.0125
Si 28.9148 5.7597 7.4584 0.0182 0.0029 0.015
Si 28.9054 9.618 7.4652 0.0001 -0.0064 0.016
Si 1.9567 0.0065 8.8212 -0.0004 -0.0024 -0.0142
Si 1.9545 3.8438 8.8221 0.0017 -0.0014 -0.0113
Si 1.9554 7.707 8.8101 0.0001 -0.0022 -0.0114
Si 1.9603 11.5625 8.8353 -0.0106 0.005 -0.0167
Si 5.8098 0.0146 8.7961 0.0034 -0.0052 -0.0216
Si 5.8087 3.8511 8.7776 -0.0013 -0.0062 -0.0168
Si 5.8036 7.7005 8.7706 0.0071 -0.0047 -0.0166
Si 5.8157 11.5661 8.7893 -0.0019 -0.0041 -0.0167
Si 9.6749 0.0058 8.7863 -0.0033 -0.0006 -0.0168
Si 9.6746 3.8361 8.7961 0.0074 -0.0099 -0.0107
Si 9.6723 7.6854 8.7697 0.0045 -0.0171 -0.0132
Si 9.6741 11.5504 8.8082 0.002 0.0011 -0.0125
Si 13.5288 -0.0199 8.8217 -0.0003 0.0088 -0.0231
Si 13.5402 3.8133 8.7972 -0.0069 0.0044 -0.0199
Si 13.5328 7.6665 8.7942 -0.0088 0.0001 -0.0165
Si 13.5274 11.5343 8.8113 0.0047 0.0126 -0.0174
Si 17.3622 -0.0381 8.856 0.0036 0.0036 -0.0141
Si 17.3584 3.7962 8.8556 0.0105 0.0048 -0.008
Si 17.3562 7.6603 8.8386 0.0056 0.0116 -0.0094
Si 17.3591 11.5186 8.8686 0.0005 0.0154 -0.0136
Si 21.2208 -0.0318 8.8692 -0.0017 0.0048 -0.0185
Si 21.216 3.8024 8.8496 -0.0062 -0.0036 -0.0183
Si 21.2108 7.651 8.8405 -0.0007 -0.0049 -0.0163
Si 21.2138 11.517 8.8587 -0.0023 -0.0088 -0.0114
Si 25.0639 -0.0156 8.854 -0.0023 0.005 -0.0155
Si 25.0656 3.8162 8.8651 -0.0014 -0.0069 -0.0124
Si 25.0629 7.6708 8.8361 -0.0053 -0.0055 -0.0138
Si 25.0588 11.5308 8.8687 -0.0054 0.0013 -0.0142
Si 28.9027 -0.0031 8.8406 0.0032 0.0071 -0.0237
Si 28.9106 3.8331 8.8166 -0.0013 0.0005 -0.0235
Si 28.9113 7.6864 8.8151 -0.0051 -0.0029 -0.0207
Si 28.898 11.5492 8.8234 0.0049 -0.0003 -0.0174
Si 0.0457 0.0031 10.2107 -0.0012 -0.0114 0.0246
Si 0.0353 3.8243 10.2018 0 0.0028 0.0224
Si 0.044 7.7101 10.1923 0.0064 0.0001 0.0189
Si 0.0281 11.567 10.2011 0.002 0.0102 0.0158
Si 3.8834 0.0236 10.1646 -0.0007 0.0029 0.018
Si 3.892 3.8477 10.1503 -0.0078 -0.0011 0.0136
Si 3.8856 7.7122 10.1419 -0.0055 0.0051 0.0138
Si 3.9027 11.5821 10.1666 0.0089 -0.0018 0.0163
Si 7.75 0.0215 10.1339 0.0138 0.0016 0.0088
Si 7.7323 3.853 10.13 0.0088 -0.0031 0.0159
Si 7.739 7.6929 10.1018 0.0039 0.0094 0.0014
Si 7.7368 11.5744 10.1503 -0.0083 -0.0016 0.0153
Si 11.5921 -0.0041 10.1583 -0.0222 0.0032 0.013
Si 11.6187 3.8236 10.1395 0.0006 -0.0035 0.0113
Si 11.5985 7.6609 10.1228 -0.0176 -0.0009 0.0046
Si 11.6082 11.5453 10.166 -0.0039 -0.0046 0.0165
Si 15.4395 -0.0397 10.2199 -0.0043 -0.0056 0.0221
Si 15.4305 3.7744 10.2147 -0.0075 -0.0006 0.0171
Si 15.4329 7.6587 10.196 0.0006 -0.0075 0.0211
Si 15.4226 11.5311 10.2218 -0.0063 0.004 0.0162
Si 19.2856 -0.0432 10.2229 -0.0123 0.0013 0.0175
Si 19.2905 3.7801 10.2097 -0.0151 0.0001 0.0122
Si 19.2807 7.6437 10.1953 -0.0121 -0.005 0.0151
Si 19.2918 11.5095 10.228 -0.0069 0.0097 0.0151
Si 23.1535 -0.0211 10.2335 0.0211 -0.0022 0.015
Si 23.1336 3.8042 10.2236 0.0185 -0.0026 0.0208
Si 23.1405 7.6491 10.1935 0.0216 0.0043 0.0089
Si 23.131 11.53 10.2349 0.0099 0.0077 0.013
Si 26.9845 -0.0012 10.2162 -0.0223 -0.0022 0.0111
Si 27.0117 3.8327 10.2033 -0.0022 -0.0027 0.018
Si 26.9952 7.6709 10.1791 -0.0046 0.0049 0.009
Si 26.9972 11.5481 10.2157 0.0024 -0.0008 0.0132
O 26.9788 10.0063 30.1007 -0.1051 0.2515 0.016
O 9.5152 9.9621 30.7722 0.0967 0.4766 -0.2021
O 10.284 -1.5973 30.849 0.3578 0.035 -0.1855
O 27.2268 -2.3139 29.7169 0.1063 -0.2736 0.1448
O 9.6194 2.0716 30.811 0.0894 0.0781 -0.1595
O 26.882 2.4379 30.1182 0.0918 0.0649 0.3524
O 26.5833 5.2818 30.2291 0.0074 -0.5007 0.2648
O 28.9651 6.3763 30.7266 0.2361 0.6297 -0.1103
O 1.6849 10.184 30.6845 -0.0256 0.348 -0.3006
O 4.0408 9.6966 29.6781 0.0267 0.0071 0.0958
O 3.8042 -2.2873 28.7527 -0.2169 -0.2813 -0.2583
O 1.8459 -2.2929 30.6371 -0.0505 -0.539 -0.0715
O 1.583 2.165 30.4314 -0.3042 0.3034 -0.4531
O 4.0608 2.1024 29.596 0.1506 -0.0326 0.201
O 3.9879 6.7447 30.1592 -0.0694 0.3513 0.0059
O 5.5496 -1.5468 30.4954 -0.1351 0.44 -0.1876
O 7.832 -1.6583 31.6403 0.0331 -0.2037 -0.2393
O 3.9817 -2.8252 25.7565 0.366 -0.0765 0.3791
O 29.7725 -2.0867 18.1873 -0.2928 -0.4155 -0.1934
O 11.1269 -2.163 18.393 0.5664 0.2799 0.418
O 11.3539 11.6552 20.4764 0.2036 -0.6155 -0.0916
O 25.755 7.7276 30.0533 0.4816 -0.0945 -0.0467
O 24.6437 9.6974 28.8136 -0.3419 -0.5337 -0.4857
O 8.0152 4.3045 24.0529 -0.1153 -0.1141 -0.4784
O 25.7215 -1.0399 28.0483 0.1657 -0.3332 -0.5634
O 24.9346 0.9731 29.2877 0.0577 -0.4694 0.3047
O 8.927 2.6839 28.3664 -0.4111 -0.2123 -0.1435
O 24.4273 5.8596 28.7568 -0.3277 0.351 -0.3598
O 29.176 -4.0118 29.6488 0.4537 -0.1164 -0.319
O 27.5703 8.4848 26.6839 -0.3946 0.1527 0.058
O 0.0208 0.5041 24.2141 0.1107 -0.1877 -0.1428
O 28.7876 4.1204 29.4564 0.6011 -0.0604 -0.1307
O 28.9964 1.6948 28.6346 0.3593 -0.677 -0.1115
O 27.9325 6.4499 28.3429 -0.4953 -0.1245 -0.2091
O 2.0216 10.3334 28.0839 0.3097 0.2412 0.0743
O -0.137 -3.6603 27.3514 -0.6845 -0.1947 -0.0277
O -1.2331 -1.6451 28.5932 -0.22 0.3266 -0.0641
O 8.2627 7.3298 24.154 -0.2392 -0.2643 -0.0974
O 2.1219 1.5022 27.922 -0.5816 0.1829 0.0654
O 4.9828 8.1732 27.0158 -0.4216 -0.1601 0.1639
O 5.8874 -3.8478 29.2692 0.4769 0.1537 -0.0491
O 6.5009 9.0168 28.9706 0.5655 0.1231 -0.0478
O 24.7116 -3.1757 29.1672 -0.3622 -0.168 0.2776
O 6.276 -1.6757 27.8612 0.3604 -0.0141 -0.0651
O 5.0102 4.4591 30.0383 -0.4046 -0.2312 0.4522
O 6.21 6.476 28.6812 0.108 -0.3589 -0.1992
O 25.6787 4.057 27.1983 0.1914 0.4397 -0.1785
O 29.1338 2.8071 19.6986 -0.1194 0.2866 -0.0503
O 29.3219 0.2672 19.2083 -0.2038 0.0807 -0.0133
O 28.9778 6.1256 19.9382 -0.2272 -0.0467 0.2922
O 2.0824 2.1338 25.4537 0.0671 -0.2336 -0.2897
O 29.3025 9.4064 19.9005 -0.3481 0.0612 0.185
O 13.2177 -1.9027 20.5256 0.0334 0.2839 0.3504
O 0.2268 7.4816 24.4365 0.5969 -0.2822 0.0112
O 2.1854 2.518 19.9515 -0.2649 0.1135 0.3388
O 5.5216 -0.778 25.4813 0.0752 0.0196 -0.4823
O 1.7125 11.3413 25.6412 -0.234 0.0508 -0.2533
O 5.691 2.467 19.5933 0.1669 0.3624 0.2328
O 6.0238 0.0795 18.5018 -0.2892 -0.1087 0.3346
O 5.7272 5.981 19.6065 -0.2709 -0.6753 0.276
O 5.7752 9.8287 19.5034 0.3804 0.3512 0.2994
O 6.6489 -2.1917 19.5602 -0.2782 -0.3948 0.1774
O 6.1522 8.8177 24.7372 -0.1441 0.2008 -0.7054
O 9.6466 6.0875 19.7163 0.0213 -0.0443 0.2386
O 9.3986 11.2108 18.837 -0.2215 0.1041 0.1996
O 11.7046 -2.4004 22.6239 -0.0262 0.1247 -0.0886
O 9.2052 3.9427 21.7374 -0.6537 0.3956 -0.0186
O 12.9974 5.0347 19.6738 -0.214 0.0328 0.3535
O 29.2669 11.3523 21.6474 0.189 0.1981 0.4438
O 2.177 -0.0348 20.0274 -0.0658 0.2028 -0.2801
O 1.9277 7.9247 20.4118 -0.1902 -0.0824 -0.1144
O 13.8637 3.8081 21.8468 0.0239 -0.322 0.3197
O -0.9081 7.168 26.8768 0.0141 -0.564 -0.0141
O 0.8612 10.4269 20.7402 -0.0671 0.3604 -0.118
O 27.2903 2.5003 21.5301 0.1163 0.0444 0.3167
O 3.847 9.8877 25.3596 0.042 0.0006 0.2696
O 6.6084 1.8523 21.9166 0.0179 0.4768 0.1817
O 5.8387 10.2977 22.1119 0.0023 -0.2408 0.2556
O 14.1024 6.1357 22.902 -0.6446 -0.0101 0.2745
O 3.1373 11.5938 23.4698 -0.3367 -0.5247 -0.4096
O 8.5448 9.765 24.9709 0.4257 -0.0494 -0.0842
O 6.9053 11.6847 24.1257 -0.1759 0.2209 0.2801
O 23.1024 4.108 27.122 -0.3085 -0.0905 0.0448
O 3.6852 5.3214 26.4657 0.3239 -0.3734 0.4548
O 26.018 3.0347 24.7879 0.3895 -0.2792 -0.2588
O 7.5793 7.2609 20.9174 0.0106 0.0621 0.0267
O 9.5618 -3.3751 23.9823 0.1115 -0.3398 -0.4566
O 14.1198 0.4574 25.9709 -0.5605 -0.4009 0.0892
O 7.6206 12.1989 21.7199 0.6126 -0.2633 0.1953
O 7.5134 -0.5447 21.4461 -0.4556 0.0164 0.1259
O 3.0017 -0.3095 26.1569 -0.5543 -0.0762 0.131
O 3.8488 4.8619 23.8375 -0.2683 -0.5456 0.2373
O 9.6739 1.263 25.71 -0.1845 -0.1798 0.5989
O 1.7117 7.098 26.544 0.3118 0.308 0.1027
O 1.9466 8.0096 29.3307 -0.2669 -0.0206 -0.3505
O 6.6834 0.8079 27.2172 0.337 0.1555 0.4995
O 9.3879 8.6701 19.5547 -0.1035 0.0517 0.1491
O -0.2433 2.6355 26.6422 0.3165 0.0356 0.5338
O 10.8556 -3.8818 27.1158 0.3087 -0.0411 0.1858
O 8.0917 -0.8397 25.8536 0.3526 -0.3876 0.0545
O -0.3033 -1.3779 26.06 0.459 -0.2797 -0.1371
O 28.7426 8.6446 24.3351 0.0467 0.2346 0.0614
O -0.4318 9.0465 22.3608 0.4201 0.2022 -0.0133
O 3.4895 10.038 20.8986 0.0436 0.6205 0.2222
O 1.2301 4.5966 26.1214 -0.1707 0.1097 -0.0181
O 4.0656 7.2836 24.7407 -0.3227 0.027 -0.6615
O 0.2832 3.0918 24.0162 -0.4214 0.5368 -0.0839
O 25.8413 5.4276 23.6925 0.4464 0.1516 -0.0563
O 5.7014 5.7645 22.2048 0.5187 -0.129 0.4317
O 6.4749 2.907 25.5553 0.1083 -0.417 -0.4197
O 12.1522 2.0513 25.6701 -0.0049 -0.2106 -0.3829
O 5.9958 5.5159 25.2782 0.3039 0.2778 0.1875
O 13.4616 -3.7699 26.5541 0.1789 -0.3646 0.272
O 2.7933 -0.1144 29.8168 0.2635 -0.2215 0.1904
O 3.5022 -1.1916 23.762 -0.0264 0.4424 -0.0624
O 4.5377 3.5352 21.6964 -0.0237 -0.1067 -0.0083
O -1.0062 1.7817 22.1082 -0.1718 -0.5698 -0.2365
O 2.6305 -2.184 21.4638 -0.1649 -0.0737 0.2776
O 0.531 5.8153 21.1387 0.0546 -0.0894 0.3097
O 13.1882 8.2905 24.1018 -0.1879 0.2177 0.1785
O 1.3519 -1.6229 28.1223 0.0768 0.3842 -0.4515
O 5.0587 7.993 21.1883 -0.4427 -0.1646 0.2464
O 11.2901 9.3984 28.9975 0.1805 -0.3074 -0.4553
O 25.1331 -1.2816 30.7807 0.2187 0.1648 -0.1901
O 11.6678 -1.4751 28.674 0.0638 0.1546 -0.3889
O 11.4256 2.0609 28.9881 0.0314 -0.2482 -0.3749
O 11.5201 6.4963 29.8579 0.0786 0.4332 0.4213
O 15.4885 9.7935 31.6868 0.0601 -0.1781 -0.5147
O 12.9388 9.54 31.0089 -0.5259 -0.4162 -0.1621
O 13.213 -1.5872 30.7538 -0.3884 0.3746 -0.2179
O 15.6014 -1.7959 31.6996 0.047 0.1716 -0.5582
O 13.7302 2.2095 27.8769 0.6271 -0.232 -0.1182
O 13.9396 6.0919 30.7086 0.2592 0.0007 -0.2707
O 19.6856 10.1789 30.074 0.0716 0.2578 -0.1625
O 20.0604 -1.8682 29.3522 0.0953 0.0851 -0.0806
O 18.2211 -1.8688 31.1474 0.1686 -0.1577 0.2063
O 17.119 2.0646 30.491 -0.1142 0.3851 -0.4655
O 19.6414 1.9872 29.9205 -0.2082 0.0731 0.0108
O 17.0285 5.9158 30.7621 -0.2479 -0.3722 -0.5086
O 19.2304 5.3685 29.4657 -0.2621 -0.2254 -0.1071
O 21.272 6.1226 30.9015 0.1039 0.28 -0.0554
O 14.0834 -2.2356 17.9821 -0.5054 -0.5081 0.0258
O 20.4807 -2.3077 18.3418 -0.1707 -0.4807 0.1942
O 23.1036 -1.9288 18.2119 0.3491 -0.3288 0.2889
O 26.3121 -2.172 18.5611 0.3427 0.2015 0.4067
O 26.86 11.5705 20.5434 -0.1795 -0.7789 0.1242
O 9.2703 7.7629 29.2774 -0.4828 0.0675 -0.1652
O 8.9215 10.2673 28.2858 -0.1913 -0.213 -0.3321
O 19.6737 -1.605 25.5531 -0.0043 -0.2292 0.5364
O 1.5914 1.4156 22.2731 0.2427 -0.1934 0.1382
O 24.4167 3.4412 29.4121 -0.2348 0.1153 0.0757
O 9.5913 5.1939 28.7022 0.097 -0.2357 -0.1291
O 12.7374 -3.8058 29.435 -0.1795 -0.063 0.1465
O 13.7961 9.2816 28.5144 0.5534 0.2438 0.2712
O 19.0721 1.0181 25.7942 -0.011 0.4706 -0.074
O 17.3045 0.9739 22.2096 -0.3224 0.5032 0.3302
O 12.7964 4.3132 29.1394 0.0373 0.121 -0.352
O 21.9452 2.5425 25.2324 -0.4598 -0.1675 0.2184
O 13.588 6.6604 28.1744 0.064 -0.1333 -0.1637
O 17.2884 10.1556 29.0896 -0.6664 -0.1944 -0.1074
O 15.8211 -3.9304 27.4627 -0.2282 -0.3759 -0.1658
O 14.222 -1.9684 28.3205 0.4386 0.4572 0.1342
O 15.8797 -0.113 24.1195 -0.1804 0.3569 -0.2002
O 25.3712 7.3877 22.0202 0.4773 0.3969 -0.047
O 17.8964 2.1643 27.9237 0.0356 0.6515 0.0029
O 20.3455 8.2025 26.8201 -0.4262 0.0551 0.3062
O 21.8386 -3.8116 29.5686 0.4629 0.0224 -0.3607
O 21.7649 8.9613 28.8998 0.1371 -0.0369 -0.1745
O 9.214 -2.4449 28.5817 -0.5575 0.0666 0.1854
O 22.5054 -1.2586 28.9741 0.362 -0.2029 -0.2482
O 21.3901 3.9074 29.4432 0.1183 0.1914 -0.1628
O 22.0471 1.3786 29.0444 0.4507 -0.0699 -0.0844
O 22.9152 7.7415 26.7404 0.5623 -0.1447 0.3015
O 10.3974 3.7383 26.5341 0.3686 0.4419 -0.0032
O 13.6921 2.5113 19.6246 0.5428 0.0385 0.1448
O 13.0592 0.1023 18.7435 -0.2582 -0.1029 0.1752
O 15.8325 4.1769 23.5776 0.434 0.0087 0.0625
O 13.7539 9.9898 19.5915 -0.3488 0.3195 0.2143
O 13.4383 7.5294 18.7669 -0.2005 0.137 0.3032
O 28.4411 -1.7703 20.5422 -0.1794 0.2583 0.1377
O 17.3182 7.3895 25.8905 0.5572 0.0985 0.0017
O 17.6123 2.2332 19.9396 0.0208 0.3216 0.4752
O 16.9602 -2.7832 19.7352 0.1669 -0.294 0.3841
O 20.98 -0.0636 27.167 -0.4874 -0.2529 0.2223
O 18.376 11.0226 26.8739 0.5538 0.0668 0.1438
O 21.5979 2.3458 19.9161 0.2496 0.2799 0.1223
O 21.3951 0.0715 18.6313 -0.2691 -0.0779 -0.2317
O 21.0955 5.9616 19.7293 -0.3287 -0.5852 0.0307
O 21.4207 6.3569 28.3579 0.132 -0.2682 -0.2608
O 18.6627 9.7244 21.02 -0.0058 0.2921 0.3537
O 22.0513 -1.6451 20.5013 -0.3164 0.1296 0.3288
O 25.1444 2.415 19.9383 0.0214 -0.242 0.394
O 21.6757 8.4984 24.5617 0.086 0.1549 -0.7878
O 25.0032 5.8485 19.8521 0.0872 -0.3693 0.644
O 24.82 11.0367 19.0386 -0.5617 0.1161 -0.0805
O 27.3041 -2.5712 22.7685 -0.1378 -0.2029 -0.0178
O 24.9467 3.3511 22.3973 -0.2502 0.0492 0.0072
O 25.3446 0.8041 21.9337 0.0012 -0.2913 -0.4671
O 19.7411 0.9563 21.1156 0.0079 -0.5725 0.2602
O 17.8695 -0.3827 20.0333 0.5724 -0.1333 -0.3163
O 18.5303 5.6811 21.5174 0.0102 0.2326 0.0588
O 29.2128 4.3001 21.8057 -0.2241 -0.0625 0.6308
O 14.9309 8.2063 26.4254 0.0128 0.2347 -0.1138
O 12.3134 8.2555 26.5474 -0.4312 -0.0905 0.3763
O 19.2826 9.5664 24.8335 0.1208 0.0828 -0.4978
O 21.7785 1.9255 22.5823 0.434 0.3365 -0.0286
O 20.8515 10.3177 22.3392 0.0862 -0.0564 0.184
O 29.2556 6.724 22.5478 -0.6251 -0.117 0.1997
O 18.1928 -3.4997 24.4073 -0.3936 -0.0723 -0.3555
O 23.9808 9.5254 25.1223 0.3293 -0.1772 0.0421
O 20.4118 -2.6614 23.2211 -0.1123 0.2097 -0.4378
O 18.7679 5.2292 26.3328 0.3319 -0.1088 0.2364
O 16.6937 9.8594 25.2368 -0.3033 0.168 -0.3964
O 10.3832 3.0801 23.9678 0.1955 -0.1318 -0.422
O 23.0072 7.1377 21.0619 -0.1789 0.0159 0.1711
O 24.7553 -3.4469 24.8944 -0.1137 0.5916 -0.6369
O 28.9295 0.6582 26.2039 -0.2761 -0.2784 0.1836
O 24.6729 -2.3093 20.6456 0.2872 0.3516 -0.01
O 23.5861 -1.0138 22.5891 -0.364 -0.0622 0.2274
O 17.6454 -2.5859 28.6872 -0.3477 0.1215 -0.0549
O 19.289 4.5165 23.826 -0.3557 -0.5175 0.1485
O 25.9388 1.3967 26.8553 0.1187 -0.1171 -0.48
O 9.5889 0.1607 28.9631 -0.3543 -0.0525 -0.4992
O 18.4666 7.8811 29.7768 0.1237 0.0041 0.0481
O 23.5793 0.2956 27.1792 -0.0361 0.0926 -0.6384
O 24.8501 8.4493 19.6357 -0.0637 -0.1725 -0.0328
O 14.512 3.0568 25.529 -0.1647 0.1762 -0.0427
O 25.9762 11.2648 27.1311 0.5905 0.0287 0.3266
O 23.7665 1.0248 24.0809 0.2436 0.3341 0.5631
O 8.0042 4.6714 26.7163 -0.2963 0.4404 0.3883
O 15.2859 -1.8913 25.9312 0.2915 -0.116 -0.492
O 14.1308 8.5388 21.7578 -0.1131 -0.1645 -0.4035
O 17.1185 6.1845 28.1929 -0.3442 -0.1432 -0.0017
O 19.6664 6.9392 24.5776 -0.4527 0.1097 -0.5576
O 8.3278 -3.4682 26.3439 -0.2375 0.2508 -0.0062
O 25.8915 -0.6506 23.9789 0.058 0.0893 0.1658
O 10.1937 5.6348 23.5237 0.6604 0.1196 0.0625
O 22.1122 11.3354 24.5955 -0.3155 -0.1013 0.4279
O 21.1154 5.5669 22.2685 0.4709 0.0339 0.2275
O 23.3533 11.2281 26.9975 -0.3765 -0.0747 0.2955
O 0.2907 9.3299 26.3512 -0.1488 0.2271 -0.2467
O 27.9597 3.0407 26.5872 0.1747 0.6594 -0.2032
O 21.2935 5.0632 25.5136 0.1273 0.2752 0.1244
O 16.2855 -1.4502 21.911 -0.6472 -0.6227 0.1739
O 18.1241 -0.0632 29.2466 -0.2135 0.0086 -0.3831
O 22.807 11.9457 22.1787 0.46 -0.5508 -0.1438
O 16.1411 5.0405 26.0407 -0.3893 0.0396 0.3628
O 19.8402 3.4321 21.522 -0.256 0.0234 -0.2438
O 27.1206 -2.4631 25.3949 0.2828 -0.0835 0.3385
O 26.9316 10.3623 24.8967 0.1872 0.0305 -0.534
O 16.0204 10.0871 21.0184 0.1509 0.4549 0.4126
O 17.0708 7.6559 20.5105 -0.0317 -0.0595 0.0374
O 9.2944 -1.9615 20.1976 0.1483 0.3554 0.1577
O 6.4259 2.2801 30.6063 0.3002 -0.1612 -0.3828
O 2.1321 5.494 28.5887 -0.039 -0.3892 0.1582
O 16.6721 0.3008 26.5674 0.0466 -0.2052 0.5024
O 20.5082 7.9043 21.4621 -0.4565 -0.1012 0.5196
O 15.9455 5.3511 21.2195 -0.0909 0.0199 -0.0849
O 11.4861 3.0834 20.8912 0.0826 -0.1124 0.2079
O 8.0551 0.7509 23.7019 -0.3108 0.3138 0.027
O 21.2384 0.1955 24.5161 0.1817 -0.3008 -0.1376
O 0.2016 -1.5567 20.4619 -0.2554 -0.0988 0.5127
O 17.1037 2.6728 25.424 0.3859 -0.0903 -0.4492
O 10.6794 8.018 24.4816 -0.2092 -0.0741 0.0069
O 11.8218 10.3277 24.984 0.0764 0.0457 -0.6302
O 10.069 -0.8001 24.0406 0.382 0.1217 -0.3666
O 5.1616 -2.5917 22.3508 0.0988 0.4439 -0.3559
O 11.7354 -2.4228 25.1713 0.3918 0.3652 0.1093
O 13.5903 2.204 30.5372 0.0409 -0.09 -0.2184
O 28.6102 -0.8003 24.1165 0.2578 0.1714 -0.4354
O 26.3054 7.857 24.4582 0.0065 -0.2161 0.0384
O 9.2525 1.4139 21.3929 0.4188 -0.2246 0.0389
O 15.3383 -0.6637 19.6075 0.2355 0.548 -0.0425
O 23.6796 4.2822 24.5381 -0.3043 0.4768 -0.2053
O 4.365 1.8489 26.5753 0.02 0.3555 -0.1154
O 4.08 1.1165 21.2752 0.0865 -0.6165 0.2635
O 7.5583 7.9034 26.7317 0.491 0.03 0.3894
O 6.0282 3.1165 28.1308 0.4948 0.2924 -0.3106
O 13.6337 11.2122 21.8263 -0.0874 -0.1133 0.4414
O 29.0248 8.8317 28.8607 0.1395 -0.1461 0.0628
O 21.0109 9.7226 19.702 -0.0623 0.2334 0.1175
O 9.8702 7.6566 21.9498 0.2479 0.4509 0.0447
O 3.1295 5.7496 21.431 0.066 0.1442 0.0574
O 18.3261 -1.0561 23.4554 0.2937 0.0842 -0.2874
O 15.7188 7.9238 23.8621 0.6453 -0.2611 -0.2655
O 23.8658 7.0827 24.252 -0.4942 -0.3609 0.0475

Results
total energy: -204149.316 eV
total energy less fixed offsets of O -438.35, Si -107.03 eV per atom: -7.136 eV
